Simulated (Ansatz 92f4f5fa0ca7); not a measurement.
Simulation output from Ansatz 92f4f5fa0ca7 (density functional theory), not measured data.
Periodic cell of 363 atoms, Si241O122, from a study of silicon, its oxide and their interface. The atomic structure is a simulated model.
Doubt: the cutoff is far below the 930 eV that the study's wrapper takes by default for these files, so forces and energies are approximate.
This geometry differs little from another in the collection (a relaxation step or a small displacement).

Settings: functional PBE; potential files Ansatz PAW; basis plane waves; wave-function cutoff 580 eV; density cutoff ratio 5; exchange-correlation grid ratio 1; k mesh 1 x 1 x 1, Gamma-centred; self-consistency stop 5e-08 eV per atom in the density residual; occupations fixed; spin none; net charge 0.

Cell vectors (angstrom)
a	11.6015	0	0
b	0	13.3963	0
c	0	0	41.1601

Atoms and the computed forces on them: element, x, y, z (angstrom), force x, y, z (eV/angstrom)
Si	0	2.2327	1.1851	0.0022	-0.0351	0.0032
Si	3.8672	2.2327	1.1851	-0.0016	-0.0371	-0.0263
Si	7.7343	2.2327	1.1851	0.0076	-0.0008	-0.0014
Si	1.9336	5.5818	1.1851	0.0015	0.0031	0.0338
Si	5.8008	5.5818	1.1851	0.0199	0.0165	0.0165
Si	9.6679	5.5818	1.1851	-0.0019	0.0341	-0.0029
Si	0	8.9308	1.1851	-0.0112	-0.0104	0.008
Si	3.8672	8.9308	1.1851	0.0163	-0.012	0.0286
Si	7.7343	8.9308	1.1851	0.0162	-0.0124	-0.0127
Si	1.9336	12.2799	1.1851	-0.0085	0.0082	-0.0204
Si	5.8008	12.2799	1.1851	-0.0034	0.0026	0.0144
Si	9.6679	12.2799	1.1851	0.0004	-0.024	0.027
Si	1.9336	1.1164	1.9745	0.0342	0.0152	0.0066
Si	5.8008	1.1164	1.9745	-0.1123	0.0315	-0.0013
Si	9.6679	1.1164	1.9745	0.0147	0.0905	-0.0051
Si	0	4.4654	1.9745	-0.0078	0.0061	-0.0129
Si	3.8672	4.4654	1.9745	-0.0125	-0.0126	-0.0171
Si	7.7343	4.4654	1.9745	-0.0057	-0.0425	0.006
Si	1.9336	7.8145	1.9745	-0.0216	0.0357	-0.0073
Si	5.8008	7.8145	1.9745	-0.003	0.002	0.0052
Si	9.6679	7.8145	1.9745	-0.0107	-0.0348	0.0187
Si	0	11.1635	1.9745	0.0522	0.0211	0.0004
Si	3.8672	11.1635	1.9745	-0.0291	0.0518	-0.0041
Si	7.7343	11.1635	1.9745	0.0126	-0.0299	-0.014
Si	1.9336	1.1164	4.3426	0.0499	0.0428	-0.1213
Si	5.8008	1.1164	4.3426	-0.2922	0.1164	-0.1333
Si	9.6679	1.1164	4.3426	0.0511	0.259	-0.2935
Si	0	4.4654	4.3426	-0.0218	0.0232	0.3216
Si	3.8672	4.4654	4.3426	-0.0343	-0.0199	0.2644
Si	7.7343	4.4654	4.3426	-0.0151	-0.0642	0.0929
Si	1.9336	7.8145	4.3426	-0.0436	0.1328	0.0707
Si	5.8008	7.8145	4.3426	-0.0045	0.0245	-0.1296
Si	9.6679	7.8145	4.3426	-0.0224	-0.0736	-0.2741
Si	0	11.1635	4.3426	0.1193	0.0598	0.0841
Si	3.8672	11.1635	4.3426	-0.0901	0.1212	0.1986
Si	7.7343	11.1635	4.3426	0.038	-0.0755	-0.0075
Si	0	0	36.8195	0.0032	-0.1668	0.0907
Si	3.8672	0	36.8195	-0.0335	-0.13	0.2011
Si	7.7343	0	36.8195	-0.0127	-0.1238	0.206
Si	1.9336	3.3491	36.8195	0.0362	0.0067	-0.1114
Si	5.8008	3.3491	36.8195	-0.1083	0.0897	-0.0631
Si	9.6679	3.3491	36.8195	-0.0314	0.1318	0.0847
Si	0	6.6981	36.8195	-0.1028	-0.0464	-0.0009
Si	3.8672	6.6981	36.8195	0.1321	-0.0918	0.086
Si	7.7343	6.6981	36.8195	0.1681	-0.0625	-0.0383
Si	1.9336	10.0472	36.8195	-0.0351	0.0648	0.0045
Si	5.8008	10.0472	36.8195	0.2459	-0.0336	-0.0989
Si	9.6679	10.0472	36.8195	0.0497	-0.2868	-0.3692
Si	0	0	39.1877	0.017	-0.0654	0.0038
Si	3.8672	0	39.1877	-0.0156	-0.0482	0.0062
Si	7.7343	0	39.1877	-0.0177	-0.0472	-0.0022
Si	1.9336	3.3491	39.1877	0.0206	-0.006	-0.0073
Si	5.8008	3.3491	39.1877	-0.04	0.0255	-0.0016
Si	9.6679	3.3491	39.1877	-0.0078	0.0622	-0.0053
Si	0	6.6981	39.1877	-0.0472	0.0146	0.0073
Si	3.8672	6.6981	39.1877	0.0489	-0.0296	0.0066
Si	7.7343	6.6981	39.1877	0.07	0.0147	0.008
Si	1.9336	10.0472	39.1877	-0.0087	0.0455	0.0019
Si	5.8008	10.0472	39.1877	0.0843	0.0044	0.0079
Si	9.6679	10.0472	39.1877	0.009	-0.1138	0.0132
Si	0	2.2327	39.9771	0.0022	0.0148	-0.0201
Si	3.8672	2.2327	39.9771	-0.0007	0.0101	0.0048
Si	7.7343	2.2327	39.9771	-0.0055	-0.0081	-0.0178
Si	1.9336	5.5818	39.9771	-0.0019	0.0006	-0.0276
Si	5.8008	5.5818	39.9771	-0.017	-0.0119	-0.0042
Si	9.6679	5.5818	39.9771	-0.0003	-0.0281	0.0267
Si	0	8.9308	39.9771	0.0037	0.0001	-0.0016
Si	3.8672	8.9308	39.9771	-0.0141	-0.0004	-0.04
Si	7.7343	8.9308	39.9771	-0.0159	0.0001	0.0129
Si	1.9336	12.2799	39.9771	0.0078	0.0049	0.0338
Si	5.8008	12.2799	39.9771	0.0031	0.0107	0.0151
Si	9.6679	12.2799	39.9771	0.0016	0.0475	-0.0295
Si	-0.1938	-0.8147	29.0163	0.0052	-0.0021	-0.0047
Si	4.0641	-0.1439	29.8433	0.0001	-0.0107	-0.0071
Si	7.8401	0.2427	29.683	0.0043	-0.0069	-0.0165
Si	1.7118	2.6336	29.4857	-0.0004	-0.0204	-0.0084
Si	5.5331	3.1668	29.8299	-0.002	0.0062	-0.0018
Si	9.7335	4.519	28.3184	-0.0007	0.0113	-0.0122
Si	-2.0872	3.8385	30.5516	-0.0049	0.002	0.004
Si	3.7258	6.6996	29.5923	0.0036	-0.0059	0.003
Si	7.7372	6.7452	28.5679	-0.0009	0.0016	-0.0075
Si	2.2854	9.7854	29.7636	-0.0001	0.0067	-0.0077
Si	5.9761	10.111	29.7773	-0.0097	0.0024	-0.0235
Si	10.5914	9.5664	29.2607	-0.0064	0.0089	-0.0223
Si	-0.4237	2.0945	30.6697	0.0055	-0.0024	0.0064
Si	3.6766	2.0257	30.661	0.0046	0.0074	0.0102
Si	7.5921	2.4037	30.6229	-0.0036	0.0088	0.0123
Si	1.1723	4.8007	28.7527	-0.0207	0.0032	-0.0075
Si	5.4875	5.3925	30.3986	0.0065	-0.0041	0.0034
Si	13.1779	6.2636	30.54	0.0019	0.0076	0.021
Si	0.5563	8.4325	30.5803	0.0047	-0.0084	0.0041
Si	4.1943	8.8208	30.5869	-0.0055	0.0029	0.0069
Si	7.9535	9.1458	30.5247	0.0173	-0.0095	0.0034
Si	2.2919	11.9844	30.5863	-0.0107	0.0093	0.0097
Si	6.0674	12.3415	30.5607	-0.0071	0.0069	0.0126
Si	9.9555	13.3805	30.593	0.0026	-0.0102	0.0115
Si	0.0583	2.1758	32.9645	-0.0016	0.0024	-0.0036
Si	3.8707	2.1767	32.9745	0.0059	0.0007	-0.0008
Si	7.7099	2.1311	32.9572	0.0008	-0.0004	-0.0044
Si	1.8834	5.5974	32.8326	0.0017	0.0026	-0.01
Si	5.8104	5.5499	32.7827	0.001	0.0021	-0.0038
Si	9.6486	5.2679	32.6557	-0.0008	-0.0035	-0.0035
Si	0.0652	8.8411	32.8519	0.0051	0.0027	0.0018
Si	3.9373	8.825	32.9307	-0.0042	0.0044	0.0018
Si	7.8143	8.8932	32.8709	-0.0048	0.0038	-0.0044
Si	2.0219	12.1549	32.9151	0.0035	-0.0001	-0.0108
Si	5.872	12.2301	32.9124	0.0081	0.0047	-0.0034
Si	9.7927	12.3661	32.7963	-0.0014	0.0048	-0.0101
Si	1.9653	1.0115	33.7033	-0.002	-0.0005	-0.0031
Si	5.8001	1.0442	33.7349	-0.0023	-0.0032	-0.0031
Si	9.7041	1.1176	33.7564	-0.0015	0.0004	-0.0065
Si	0.0099	4.4132	33.6668	0.0026	-0.0021	-0.0055
Si	3.8485	4.4691	33.6056	-0.0058	0.0006	-0.003
Si	7.7029	4.3838	33.6549	-0.0041	-0.0009	-0.0054
Si	1.9731	7.7744	33.7347	0.0026	-0.0003	-0.0073
Si	5.88	7.7561	33.6726	0.0018	-0.0012	0
Si	9.7178	7.6214	33.4983	-0.0012	0.0018	-0.0031
Si	0.0313	11.1037	33.6179	-0.0013	-0.0008	0.0024
Si	3.9561	11.0672	33.6824	-0.0014	-0.0049	-0.0041
Si	7.8598	11.1648	33.6173	-0.0031	-0.0002	-0.0019
Si	1.933	1.1037	36.0525	-0.0012	-0.0003	0.0018
Si	5.7976	1.1096	36.0731	0	0.0002	-0.0025
Si	9.6647	1.1191	36.0858	0.0007	0.0015	0.0037
Si	0	4.466	36.0334	-0.0034	0	0.0013
Si	3.8605	4.4719	35.9997	-0.0007	0.0004	-0.0003
Si	7.7281	4.4656	36.0253	-0.0004	-0.0009	0.0032
Si	1.9413	7.8117	36.0737	0.0003	-0.0006	-0.0009
Si	5.8127	7.804	36.0362	-0.0013	0.0001	-0.0007
Si	9.6736	7.7715	35.9426	-0.0007	-0.0027	0.0032
Si	-0.0045	11.1546	36.0064	0	-0.0032	-0.0043
Si	3.8798	11.1535	36.0407	0.0021	-0.0029	0.0006
Si	7.7566	11.17	36.0058	0.0016	-0.0023	0.0002
Si	-0.0065	0.0219	5.1113	-0.0035	-0.0023	-0.0025
Si	3.8542	0.0093	5.1786	0.0017	-0.0016	-0.0027
Si	7.7305	0.0198	5.0466	0.0002	-0.0035	0.002
Si	1.9311	3.336	5.1583	0.0003	0.0006	-0.0047
Si	5.8002	3.3439	5.1512	-0.0006	0.0003	-0.0006
Si	9.6635	3.3516	5.1621	0.0009	-0.001	-0.0029
Si	-0.008	6.7176	5.142	0.0016	0.0006	-0.0016
Si	3.8662	6.7128	5.1318	-0.0008	-0.0005	-0.0012
Si	7.7324	6.6986	5.1148	0.0001	0.0004	0.0003
Si	1.9365	10.0525	5.1667	-0.0002	0.0008	-0.0003
Si	5.7983	10.0478	5.1182	0.001	0.0037	-0.0014
Si	9.6805	10.0327	5.104	0.0019	0.0013	-0.0001
Si	-0.0525	0.0997	7.4663	-0.0005	0.0037	0.0021
Si	3.7912	0.0702	7.5873	0.0008	-0.0001	-0.0007
Si	7.6825	0.0998	7.3632	-0.0019	-0.0016	-0.0056
Si	1.9084	3.3484	7.5502	-0.0007	-0.0002	0.0055
Si	5.7807	3.3746	7.5364	0.003	0.0006	0.0019
Si	9.6426	3.3979	7.5547	-0.0005	0.0035	0.003
Si	-0.0336	6.788	7.5182	-0.001	-0.0002	0.0008
Si	3.8433	6.7825	7.4985	0.0024	0.0038	0.0011
Si	7.7117	6.7302	7.4707	0.0012	-0.0018	0.0003
Si	1.9403	10.1072	7.563	0	0.0007	-0.0004
Si	5.8087	10.0823	7.4752	-0.0004	-0.0026	-0.0015
Si	9.7112	10.0302	7.4527	-0.0017	-0.0002	-0.002
Si	-0.054	2.3087	8.4374	-0.0014	0.0001	-0.0033
Si	3.8618	2.3039	8.4464	0.0002	0.0033	-0.0017
Si	7.7119	2.2645	8.3689	-0.0036	0.0026	0.0081
Si	1.8968	5.6213	8.1709	0.0037	0.0014	-0.002
Si	5.7636	5.6313	8.2421	-0.0011	-0.0011	0.0013
Si	9.6387	5.6534	8.2969	-0.0014	-0.0013	0.004
Si	0.0466	9.0028	8.4387	0.0023	-0.0001	-0.0024
Si	3.897	9.0157	8.3642	0.0014	-0.006	0.0061
Si	7.7539	8.9598	8.2379	0.0004	-0.0006	0.0026
Si	1.8107	12.3584	8.3249	-0.0022	-0.005	0.0017
Si	5.791	12.3459	8.1515	0.0005	0.0029	-0.0049
Si	9.5877	12.302	8.024	0.0022	0.0011	0.0008
Si	-0.114	2.501	10.8811	0.0062	0.0016	-0.0057
Si	3.7776	2.3959	10.8833	-0.0069	0.0064	-0.0051
Si	7.705	2.2972	10.7849	-0.0006	0.0101	-0.0086
Si	1.8363	5.5947	10.4807	0.0018	0.0006	-0.0062
Si	5.7193	5.506	10.5833	-0.0004	0.0063	-0.0061
Si	9.5881	5.7501	10.6601	0.0041	0.0042	-0.0082
Si	0.2458	9.005	10.8902	0.0047	-0.0009	-0.0045
Si	4.0523	8.8248	10.7429	0.0033	0.0029	-0.0147
Si	7.8125	8.7746	10.5873	0.0002	0.0091	-0.0073
Si	1.0876	12.6648	10.5717	-0.0224	0.0045	-0.0085
Si	3.6481	10.5838	12.2728	-0.0049	-0.0213	0.0174
Si	10.2909	12.6221	10.9833	-0.0024	0.0049	-0.0046
Si	1.7841	1.3119	11.5541	-0.0009	-0.0017	0.0087
Si	5.7964	-0.6098	11.336	-0.0009	-0.006	-0.0019
Si	9.6261	1.3052	11.7665	-0.0066	-0.008	0.0181
Si	-0.0932	4.7506	11.4955	-0.0094	-0.0017	0.002
Si	3.7014	4.6443	11.4483	0.0003	-0.0055	0.0056
Si	7.6752	4.5451	11.4016	0.0009	-0.0084	0.0056
Si	2.1244	7.6724	11.3919	-0.001	0.0056	0.009
Si	5.947	7.6377	11.4437	-0.0015	-0.0061	0.0038
Si	9.7899	7.9525	11.4936	-0.0032	-0.0025	0.0057
Si	1.308	10.8657	12.0137	0.013	-0.0035	0.0109
Si	5.7294	14.9725	11.9082	0.0114	0.0015	0.0145
Si	8.1293	11.265	12.3799	0.0063	-0.0013	0.0029
O	9.5031	1.15	13.4231	0.0022	0.0014	-0.0072
O	11.5082	5.0687	13.1274	0.002	0.0001	-0.0008
O	-2.1919	-1.2124	9.6713	0.0051	0.0047	0.0148
O	7.8936	10.8743	13.9326	-0.0016	0.0041	-0.0001
O	3.5939	5.0526	13.0736	-0.0001	-0.0012	-0.0051
O	5.9562	1.589	13.5843	-0.0033	-0.0002	-0.0133
O	7.4898	4.5607	13.0448	0.0005	0.0001	0.0003
O	12.3258	11.4321	13.4533	0.0017	-0.0011	-0.0105
O	5.9821	7.7354	13.1046	-0.0007	0.0006	-0.0023
O	9.4887	7.9861	13.1287	0.0021	0.0021	-0.0005
O	3.9514	10.4373	13.9084	0.0007	0.0029	-0.003
O	2.3103	7.4429	13.0556	-0.001	0.0012	-0.0045
O	8.9944	5.9302	27.9603	0.0049	-0.0042	0.0027
O	2.3163	2.0708	28.0277	-0.002	0.0014	0.0025
O	5.7881	3.1023	28.1866	-0.0006	-0.0005	0.0021
O	5.7564	9.988	28.1484	0.0005	0.0016	0.0156
O	7.7758	13.388	28.0286	-0.0018	0.004	0.01
O	-7.779	-0.1476	28.181	-0.0004	0.0044	-0.0031
O	2.3654	9.4947	28.115	0.0022	-0.0022	-0.0013
O	6.9855	7.4579	27.3203	0.0016	-0.0012	0.0028
O	3.6435	6.5217	27.9015	0	0.0028	-0.0012
O	-0.1369	13.3149	27.538	0.0007	-0.0024	0.0017
O	10.1393	8.9578	27.8022	0.0028	-0.0003	0.0068
O	9.1932	3.3859	27.2692	0.0021	0.003	0.0057
Si	0.879	1.0947	21.9959	0.0007	0.0013	-0.0004
Si	9.954	4.4209	19.1237	0.0001	0.0013	0.0045
Si	9.5452	0.4893	14.9218	0.0013	0.0016	-0.0037
Si	-0.6461	11.3228	24.3307	-0.0005	0.0006	0.0001
Si	7.358	11.7229	15.2378	0.0006	-0.0005	0.0014
Si	7.5908	9.0279	16.4083	-0.0015	-0.0013	0.0043
Si	2.6664	1.0341	14.5444	0.0004	0.0022	0.0066
Si	3.7185	1.6568	22.8869	0.0003	0.0007	-0.0019
Si	1.9682	0.9457	17.4341	-0.0007	0.0017	0.0046
Si	-0.9952	7.3524	22.998	-0.0005	0.0012	-0.002
Si	5.3521	2.2115	14.9888	-0.0002	0.0014	0.0052
Si	-0.3392	6.8876	20.0858	0.0005	0.0015	0.0005
Si	4.0613	4.2062	24.789	0.0018	-0.0027	-0.0064
Si	4.1558	11.664	14.9902	-0.0019	-0.0004	0.0049
Si	5.9565	13.2272	22.2312	-0.0006	0.0014	-0.0015
Si	3.2195	1.0031	27.1787	0.0019	-0.0022	-0.0025
Si	5.7352	2.7133	26.6164	-0.0001	0.0002	-0.0022
Si	5.7729	7.3289	14.6723	0.0011	-0.0013	0.0048
Si	5.1365	1.1525	17.9365	-0.0003	0.0012	0.0054
Si	11.4334	11.2157	14.7938	-0.0013	0.0024	0.0084
Si	0.8594	12.8889	26.291	0.0001	-0.0009	0.0011
Si	5.6966	2.3049	20.7212	0.0002	0.0024	0.0017
Si	8.1328	5.8555	24.0442	0.0003	-0.0003	-0.0016
Si	8.4578	12.8105	23.8456	-0.0022	0.0006	-0.0002
Si	2.9727	6.2662	14.0047	0.0002	-0.0004	0.0079
Si	9.7811	2.0778	23.2385	0.0001	0.0023	-0.0028
Si	5.3152	11.8569	19.5338	-0.001	0.0002	0.0027
Si	9.8251	3.4455	16.1097	0.0003	0.0012	0.0061
Si	7.1947	4.6134	14.6382	-0.0017	0.0005	0.0019
Si	10.06	8.2577	14.6374	-0.0008	-0.0005	0.0026
Si	7.0461	9.2029	19.3771	-0.001	0.0007	0.0058
Si	0.334	11.3853	21.5897	-0.0004	0.0007	-0.0018
Si	1.0561	2.9815	19.5165	-0.0006	0.003	0.0028
Si	9.5854	9.7973	26.5107	0.0014	-0.0003	-0.0009
Si	2.4322	5.7523	27.0288	-0.0027	0.0068	-0.0191
Si	14.0455	10.1866	26.6393	-0.0035	0.0074	-0.0012
Si	2.4488	5.6925	20.1432	0.0006	0.0012	0
Si	7.9757	4.1632	21.5389	-0.002	0.0006	-0.0008
Si	7.1564	8.0837	25.8164	0.0003	-0.0001	-0.0019
Si	5.5012	10.4249	26.6054	0.0017	0.0019	-0.0032
Si	4.4693	7.7171	20.3681	-0.0008	0.0003	-0.0004
Si	1.5833	7.7605	24.8735	-0.0017	0.0027	-0.0048
Si	3.5679	6.3953	22.8184	0.0002	0.0008	-0.0043
Si	8.5496	3.1879	25.7845	-0.0009	0.0004	-0.0026
Si	2.6666	10.3095	19.6975	0.0006	0.0006	0.0022
Si	1.9359	11.3628	17.1548	0.0014	0.0006	0.006
Si	9.847	9.3606	20.8915	-0.0002	0.001	-0.0004
Si	0.1429	5.5254	14.681	0.0001	0.001	0.0059
Si	7.807	12.3806	26.7463	0.0011	-0.0023	-0.0026
O	4.2002	6.8902	14.8995	0.0002	0.0002	-0.0024
O	5.7232	1.4622	16.4246	-0.0004	0.0002	-0.0039
O	3.8471	6.3842	19.6044	-0.0003	0.001	-0.0011
O	1.6027	12.81	17.878	0.0001	0.0003	-0.0028
O	7.717	5.4481	22.5159	0	0.0013	0.0004
O	5.7437	11.9503	15.2133	0.0015	0.0009	-0.0027
O	11.8419	7.7605	23.9665	0.0008	0.0008	0.0009
O	8.3412	13.1714	25.4326	-0.0004	0.0008	0.0004
O	-1.1605	5.9737	19.0104	-0.0007	0	-0.0023
O	6.4755	3.6424	21.1893	-0.0004	0.0005	-0.0011
O	1.9439	9.2364	25.4328	-0.0001	0.0009	0.0002
O	9.655	2.4683	24.8217	-0.0007	0.0012	0.0012
O	3.4329	8.9515	20.1248	-0.0001	0.0012	-0.0012
O	8.5982	8.8298	25.6757	-0.0012	0	-0.0012
O	9.6012	3.7372	17.6983	-0.0009	-0.0003	-0.0045
O	8.1037	13.1861	15.3476	0.0009	0.0016	-0.0033
O	11.9658	10.8573	23.1458	-0.0004	0.0005	0.0004
O	11.5497	12.7358	24.9452	-0.0011	0.0002	-0.0016
O	3.4879	13.03	14.3826	0.0006	-0.0003	-0.0039
O	2.2467	0.9614	22.8656	-0.0012	0.0006	-0.0003
O	11.0536	6.9921	14.9888	0.0003	-0.0001	-0.0026
O	5.6359	13.0901	18.5034	-0.0005	0.002	-0.0035
O	11.1656	3.5615	19.7946	-0.0004	0.0002	-0.0023
O	1.0868	2.1318	18.1191	0.0001	-0.0009	-0.0027
O	1.8601	10.1778	18.2802	-0.0009	0.0016	-0.0028
O	7.082	6.9596	24.6445	-0.0014	0.0022	0.0005
O	5.4388	12.1527	21.1335	0	0.0003	-0.001
O	11.1425	4.306	15.6098	-0.0009	0.0006	-0.0031
O	1.2423	6.7225	19.7474	-0.0007	0.0005	-0.0008
O	9.631	6.4859	23.9588	-0.0013	0.0007	-0.0001
O	9.4637	11.5407	23.7005	-0.0002	0.0005	-0.0015
O	10.8064	10.2209	25.5229	-0.0002	0.0014	-0.0018
O	7.5868	8.5941	17.9721	0.0005	0	-0.0035
O	3.7494	11.4789	19.3755	-0.0006	0.0006	-0.0008
O	8.5309	4.0632	15.3551	-0.0019	0.0003	-0.0032
O	1.6549	10.7602	20.8851	-0.0007	0.0013	-0.0013
O	14.163	5.6015	21.7845	0.0001	0.0014	0.0012
O	9.8832	8.7016	22.4004	-0.0001	0.0006	0.0002
O	4.2083	2.2788	21.4306	-0.0011	0.0007	-0.0002
O	6.3289	11.8067	26.3598	-0.0003	0.0007	0.0007
O	10.7011	9.7606	14.664	-0.0003	-0.0005	-0.0034
O	2.7825	7.3004	23.8951	-0.0018	0.0009	0.0021
O	9.9056	1.8014	15.8733	-0.0009	-0.0012	-0.0033
O	-0.2571	1.9505	22.8026	-0.0007	0.0012	-0.0003
O	10.5761	12.6034	15.0119	-0.0009	0.0006	-0.0055
O	1.3552	1.913	20.6838	-0.0012	0.0001	-0.001
O	4.7906	13.8459	23.2107	-0.0011	0.0005	0.0001
O	4.5337	1.6168	26.4257	-0.0015	0.0015	0.0009
O	3.7312	2.2509	14.7831	0.0001	-0.0011	-0.0037
O	10.552	10.8397	20.8895	-0.0003	0.0008	0.0001
O	5.9768	8.0995	19.9262	0.0002	0.0017	-0.002
O	7.2007	2.2723	26.0335	-0.001	0.0005	0.0004
O	9.072	0.6444	23.0059	-0.0005	-0.0005	-0.0007
O	2.1485	0.4684	26.0605	-0.0017	0.0005	-0.0002
O	10.7549	8.4234	19.8939	-0.001	0.001	-0.0009
O	1.4741	11.4613	26.6995	0.006	-0.0034	-0.0012
O	8.847	8.2645	15.713	-0.0003	0.0004	-0.0013
O	6.8086	6.1287	15.0693	-0.0016	0.0016	-0.003
O	7.7246	10.6696	16.4313	-0.0001	0.0015	-0.0019
O	1.6728	1.016	15.8271	0.0006	0.0004	-0.0029
O	6.1944	8.5783	15.6486	0.0006	0.0004	-0.0018
O	8.9711	3.1468	22.328	0.0001	0.0006	-0.0003
O	4.4301	5.3102	23.6602	-0.001	-0.0001	0.0012
O	6.5758	14.4534	21.333	-0.0003	0.0002	-0.0005
O	2.9198	4.7046	25.8518	-0.0042	0.0024	0.0069
O	8.8038	11.1206	27.0896	-0.0029	0.0042	0.0005
O	1.4812	6.8121	26.2047	0.0035	-0.0063	0.0087
O	11.0321	6.4647	21.6708	-0.0009	0.0009	0.0003
O	8.2989	9.4298	20.3979	-0.001	0.0008	-0.002
O	3.9454	10.7029	26.2983	-0.0041	-0.0009	0.0006
O	5.9829	9.1995	25.6318	-0.0005	-0.0013	-0.0006
O	2.1527	4.2094	19.5149	-0.0006	0.0002	-0.0016
O	7.0245	12.4553	23.1775	0.0011	0.0002	0.0003
O	5.9144	3.7243	15.0977	0.0014	0.0002	-0.0035
O	3.6483	2.8291	24.0164	-0.0006	0.0028	0.0004
O	5.5903	2.2414	19.085	-0.0007	-0.0004	-0.0039
O	1.7624	5.6824	14.9516	-0.0004	0.0012	-0.0026
O	0.324	13.0167	21.5636	-0.0005	0.0004	-0.0007
O	3.4076	11.3452	16.4071	-0.0012	0.0007	-0.002
O	8.6561	4.4609	20.0961	0.0001	0.0003	-0.0015
O	4.5474	7.3708	21.9628	-0.0007	0.0003	0.001
O	5.3842	4.0102	25.7017	0.0002	0.0012	0.0005
O	0.787	11.042	16.079	-0.0018	0.0011	-0.004
O	6.3023	10.6316	19.1473	-0.0003	0.0004	-0.0026
O	8.1554	4.6014	25.0774	0.0002	0.0003	-0.0004
O	3.5218	1.2173	17.8131	-0.0002	0.0009	-0.0031
O	9.7338	-1.8804	12.1231	-0.0054	-0.0001	-0.0147
O	19.9003	7.751	29.7205	-0.003	0.005	0.0058
O	6.0274	12.3944	9.7803	-0.0004	0.0039	0.0154
O	7.2301	-0.8005	12.1335	-0.0011	0.0013	-0.0032
O	6.7418	5.7613	29.3689	-0.0022	-0.0018	0.0003
O	1.2193	26.3726	29.7654	0.0015	0.0049	0.0021
O	16.1113	11.921	11.8413	0.0008	0.0081	-0.0049
O	13.3606	1.2749	13.2223	0.0004	0.0029	-0.0037
O	20.9163	-3.3502	30.206	-0.0059	-0.0023	0.0031
O	11.379	-2.4429	28.8723	-0.0031	0.0011	0.0089
O	-0.2897	4.7266	27.9889	0.0054	-0.0005	0.005
O	7.4764	10.2096	11.3529	-0.0014	-0.0009	-0.0009

Results
free energy: -222585.603 eV
free energy less fixed offsets of O -568.88, Si -635.61 eV per atom: -0.233 eV

The program warned: the cutoff lies below the one the program advises for these potential files; the forces do not sum to zero within the program's tolerance; the exchange-correlation potential is rough where the density is thin.
